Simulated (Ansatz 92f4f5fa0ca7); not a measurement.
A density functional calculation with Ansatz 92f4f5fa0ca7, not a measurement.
Periodic cell of 234 atoms, Si146O88, from a study of silicon, its oxide and their interface. The atomic structure is a simulated model.
Doubt: the cutoff is far below the 930 eV that the study's wrapper takes by default for these files, so forces and energies are approximate.
This geometry differs little from another in the collection (a relaxation step or a small displacement).

Settings: functional PBE; potential files Ansatz PAW; basis plane waves; wave-function cutoff 580 eV; density cutoff ratio 5; exchange-correlation grid ratio 1; k mesh 1 x 1 x 1, Gamma-centred; self-consistency stop 5e-08 eV per atom in the density residual; occupations fixed; spin none; net charge 0.

Cell vectors (angstrom)
a  11.6015  0  0
b  0  10.938  0
c  0  0  32.3539

Atoms: element, x, y, z (angstrom)
Si  -0.1131  0.1182  23.7746
Si  3.8045  -0.1986  23.8689
Si  7.6771  0.0356  23.682
Si  2.0018  1.31  23.7867
Si  5.6509  1.26  23.7463
Si  9.5806  1.4196  23.9868
Si  -0.0274  5.4628  23.5006
Si  3.8872  5.4977  23.3462
Si  7.7304  5.2802  23.6
Si  1.9049  6.8742  23.4888
Si  5.9249  6.7845  23.4876
Si  9.5377  6.7911  23.4971
Si  1.8889  2.8053  25.6082
Si  5.7167  2.7122  25.6169
Si  9.6129  2.8234  25.8001
Si  -0.0563  4.1912  25.5737
Si  3.8374  4.1831  25.466
Si  7.6502  4.0676  25.6228
Si  1.9281  8.0701  25.5762
Si  5.8314  8.0807  25.5409
Si  9.6585  8.1547  25.4985
Si  0.0234  9.4931  25.546
Si  3.8756  9.3846  25.7178
Si  7.7134  9.535  25.577
Si  0.0053  -0.0325  27.4883
Si  3.8461  -0.0191  27.5312
Si  7.7161  -0.0192  27.5117
Si  1.9193  1.3786  27.5119
Si  5.7723  1.3455  27.5389
Si  9.6655  1.3216  27.5846
Si  -0.0299  5.4848  27.5385
Si  3.8549  5.4534  27.4876
Si  7.7074  5.4782  27.5226
Si  1.9144  6.7959  27.5463
Si  5.7865  6.8135  27.5295
Si  9.6426  6.8468  27.4931
Si  1.9336  2.7345  29.4547
Si  5.8008  2.7345  29.4547
Si  9.6679  2.7345  29.4547
Si  0  4.1018  29.4547
Si  3.8672  4.1018  29.4547
Si  7.7343  4.1018  29.4547
Si  1.9336  8.2035  29.4547
Si  5.8008  8.2035  29.4547
Si  9.6679  8.2035  29.4547
Si  0  9.5708  29.4547
Si  3.8672  9.5708  29.4547
Si  7.7343  9.5708  29.4547
Si  0  0  31.3883
Si  3.8672  0  31.3883
Si  7.7343  0  31.3883
Si  1.9336  1.3673  31.3883
Si  5.8008  1.3673  31.3883
Si  9.6679  1.3673  31.3883
Si  0  5.469  31.3883
Si  3.8672  5.469  31.3883
Si  7.7343  5.469  31.3883
Si  1.9336  6.8362  31.3883
Si  5.8008  6.8362  31.3883
Si  9.6679  6.8362  31.3883
Si  1.9336  2.7345  0.9679
Si  5.8008  2.7345  0.9679
Si  9.6679  2.7345  0.9679
Si  0  4.1018  0.9679
Si  3.8672  4.1018  0.9679
Si  7.7343  4.1018  0.9679
Si  1.9336  8.2035  0.9679
Si  5.8008  8.2035  0.9679
Si  9.6679  8.2035  0.9679
Si  0  9.5708  0.9679
Si  3.8672  9.5708  0.9679
Si  7.7343  9.5708  0.9679
Si  0.062  0.0371  2.8663
Si  3.8759  -0.0171  2.9449
Si  7.7505  0.0742  2.8445
Si  1.9812  1.4139  2.9262
Si  5.7841  1.3808  2.9389
Si  9.717  1.3634  2.8743
Si  0.0099  5.4946  2.8814
Si  3.8972  5.4814  2.91
Si  7.729  5.4385  2.9318
Si  1.9569  6.8382  2.9061
Si  5.8187  6.8492  2.9048
Si  9.668  6.8164  2.8725
Si  1.9539  2.8877  4.8131
Si  5.752  2.6516  4.9641
Si  9.7262  2.6867  4.8144
Si  -0.0231  4.1744  4.829
Si  3.9326  4.1911  4.9039
Si  7.7385  3.9491  4.8125
Si  1.9632  8.1726  4.8622
Si  5.895  8.292  4.7908
Si  9.7288  8.3013  4.6965
Si  0.0731  9.6149  4.7785
Si  3.8816  9.591  4.9404
Si  7.807  9.6453  4.7257
Si  0.0735  0.0492  6.7129
Si  3.6561  0.0223  6.9401
Si  7.7807  -0.0031  6.6969
Si  1.8726  1.5688  6.7302
Si  5.7724  1.1719  6.9245
Si  9.7002  1.3625  6.793
Si  -0.0781  5.5345  6.7906
Si  4.0872  5.7463  6.746
Si  7.9474  5.3562  6.6462
Si  1.9467  6.7791  6.8336
Si  6.1283  6.9071  6.6756
Si  9.6543  6.9444  6.5734
O  6.1271  1.9096  8.3915
O  1.8411  7.7072  8.2045
O  6.4925  7.7897  8.0626
O  11.09  4.6277  8.1333
O  7.8836  10.0554  8.1021
O  9.2344  7.7772  7.972
O  3.1136  10.0261  8.2471
O  9.7371  2.3088  8.1636
O  8.3646  4.5924  8.1031
O  4.589  5.0545  8.1771
O  0.4013  9.9872  8.0214
O  1.6879  2.5378  8.1082
O  1.7172  8.082  22.3257
O  2.544  2.2533  22.5151
O  5.2916  2.2121  22.4205
O  3.7472  9.8213  22.4541
O  6.3777  7.786  22.2025
O  7.7661  10.0813  22.2833
O  3.9086  4.4502  22.0265
O  9.09  7.7452  22.1724
O  0.1148  4.2445  22.3469
O  7.7324  4.373  22.1862
O  -0.6356  10.4925  22.2566
O  9.7088  2.4384  22.6763
Si  1.7165  9.2599  8.6842
Si  2.3236  8.2968  13.3418
Si  -1.277  0.7034  18.381
Si  9.7338  3.8638  8.674
Si  2.5076  9.2781  21.5315
Si  6.4996  9.1898  15.9195
Si  11.709  11.1522  20.9492
Si  -2.6334  8.8101  11.4124
Si  14.0124  2.7583  9.5516
Si  3.8984  2.8162  21.7967
Si  3.7284  -1.5752  18.8272
Si  10.0689  4.8878  16.7311
Si  7.8883  8.4993  8.5736
Si  -0.9397  11.5155  15.4281
Si  4.4158  1.4618  18.9887
Si  0.332  8.9911  11.457
Si  10.7976  3.0806  21.6516
Si  6.8093  8.5984  18.7118
Si  -2.812  11.6774  12.868
Si  0.3161  13.752  16.9079
Si  5.7749  12.4139  12.6444
Si  3.5617  8.5876  15.9802
Si  7.7419  8.5637  21.6798
Si  10.0035  14.3395  11.842
Si  4.0084  3.9731  13.6936
Si  8.5343  4.735  14.2381
Si  3.4883  2.7485  16.335
Si  7.6938  3.4321  16.6368
Si  -3.7839  5.8246  18.2381
Si  1.0277  10.8872  13.4111
Si  7.3634  1.707  18.8654
Si  5.3228  2.1738  9.7779
Si  7.4031  7.4657  13.5407
Si  4.3784  4.8838  9.7721
Si  4.5956  11.1245  14.8952
Si  12.9483  2.8362  12.3583
Si  8.2553  4.1218  20.6625
Si  4.7127  6.6852  12.2405
O  0.2974  10.6113  14.8502
O  9.2513  3.5139  17.1412
O  9.8488  5.1576  15.1322
O  13.0983  2.3044  10.8106
O  9.6501  12.7575  11.9976
O  5.4517  3.7389  10.23
O  4.3097  2.519  17.7305
O  3.4796  10.1253  15.4897
O  6.0178  -0.2239  15.5836
O  7.1174  2.0764  17.2754
O  -3.6079  5.4746  19.8128
O  9.7883  14.8132  10.2993
O  3.8526  2.3482  20.2393
O  7.9417  8.4925  10.1918
O  7.5148  5.9864  14.1829
O  13.2271  10.5916  21.1121
O  1.3737  12.4584  13.3129
O  3.0675  8.5818  17.5365
O  11.6091  4.4404  17.0213
O  6.9923  4.7296  17.3375
O  5.9662  0.9476  19.2443
O  8.702  7.741  12.6078
O  4.6626  6.1974  10.6739
O  14.4372  4.315  9.8838
O  3.0111  8.6808  20.1154
O  7.4294  8.5886  14.7299
O  8.9813  4.2862  12.7541
O  0.0511  10.4425  12.1776
O  1.9218  2.6898  16.7536
O  5.2984  9.0475  19.0288
O  9.3378  6.0783  17.5984
O  7.3084  9.3612  17.343
O  4.8724  0.2671  13.2858
O  3.4985  7.7371  12.3978
O  -0.5626  10.7048  19.5299
O  6.0685  7.5083  12.6049
O  4.5486  5.4423  13.2673
O  7.3065  1.3423  13.1519
O  11.7072  1.8613  21.0549
O  -1.38  0.0007  16.9001
O  8.7023  10.3087  11.993
O  3.9672  1.591  15.3221
O  6.8064  7.0618  18.2215
O  -0.4092  13.0664  15.598
O  2.5666  3.7581  12.9252
O  11.5319  14.5875  12.3883
O  3.7518  12.7596  9.4935
O  7.4125  2.9346  19.9372
O  2.3422  9.9382  13.2546
O  8.8034  0.9411  18.9606
O  5.1117  2.898  13.1198
O  -1.1116  8.5374  10.8708
O  0.8885  7.9239  12.611
O  1.4582  9.189  10.2898
O  -0.2645  12.9376  18.2129
O  7.7323  8.7592  20.0484
O  2.5995  7.7833  14.9026
O  3.5575  0.0705  18.7436
O  7.692  3.5399  15.0132
O  3.8172  4.0355  15.347
O  5.8328  1.2782  11.0237
O  5.1639  8.1931  15.9579
O  -2.1564  0.5194  14.3531
O  9.8603  3.8085  20.5363

Results
free energy: -142855.904 eV
free energy less fixed offsets of O -568.88, Si -635.61 eV per atom: 4.596 eV

Forces (eV/angstrom), in the order of the atoms: element, x, y, z
Si  -0.0217  -0.0089  -0.0076
Si  -0.0177  -0.0147  0.0022
Si  -0.0096  -0.0053  0.005
Si  0.0376  0.0102  -0.0024
Si  -0.0025  0.0055  -0.0109
Si  0.0237  0.0204  -0.0056
Si  -0.004  -0.0269  -0.015
Si  -0.0043  -0.0244  -0.0108
Si  0.0035  -0.0239  -0.0224
Si  0.0047  0.0191  -0.0141
Si  0.0062  0.0253  -0.0127
Si  -0.0137  0.0204  -0.0109
Si  -0.0082  0.0211  0.0085
Si  0.0034  0.0203  0.0096
Si  -0.0136  0.0153  0.0014
Si  0.0186  -0.0159  0.0132
Si  0.0045  -0.0142  0.018
Si  0.0084  -0.0165  0.011
Si  -0.0093  0.0147  0.0116
Si  -0.0057  0.0188  0.0173
Si  -0.0096  0.0189  0.0153
Si  0.0026  -0.0244  0.0147
Si  -0.0025  -0.0145  -0.003
Si  -0.0041  -0.0147  0.0052
Si  -0.0028  0.0105  -0.0051
Si  0.0039  0.0105  -0.007
Si  -0.0026  0.0134  -0.0046
Si  -0.0001  -0.0125  0.0042
Si  -0.0033  -0.0113  -0.0053
Si  0.0026  -0.0168  -0.0079
Si  0.0002  0.0088  -0.006
Si  -0.0017  0.0117  -0.0047
Si  -0.0065  0.0022  -0.0078
Si  0.0005  -0.0129  -0.0095
Si  0.0084  -0.0094  -0.0056
Si  0.0039  -0.0089  -0.0009
Si  -0.0062  -0.0507  0.0383
Si  -0.0333  -0.0263  0.0861
Si  0.0293  -0.1049  0.3492
Si  -0.0868  -0.0776  -0.0296
Si  0.0127  -0.0877  -0.2083
Si  0.032  -0.0645  -0.1135
Si  0.0147  0.0156  0.0036
Si  -0.0258  0.0439  -0.0957
Si  -0.0583  0.0208  -0.1835
Si  0.0581  -0.0304  -0.0996
Si  -0.0626  -0.0432  0.1906
Si  -0.0348  -0.0252  0.0246
Si  -0.0195  0.0424  -0.0266
Si  0.0042  0.0611  0.0238
Si  0.0017  0.0141  -0.0172
Si  0.0038  -0.0449  0.034
Si  0.0111  -0.076  0.0396
Si  -0.012  0.0454  0.0305
Si  0.0296  0.0368  0.0124
Si  -0.0055  0.112  0.0058
Si  -0.0022  0.0553  0.013
Si  -0.0003  -0.0583  -0.0152
Si  -0.0173  -0.0428  -0.0333
Si  0.0184  -0.025  -0.0562
Si  0.0867  0.0755  -0.0002
Si  -0.0904  0.0239  0.196
Si  0.0965  0.0954  -0.0667
Si  0.009  -0.0153  -0.0238
Si  0.0406  0.0159  0.0344
Si  -0.0182  -0.0148  0.0821
Si  0.0423  0.007  0.0048
Si  0.0571  0.0231  -0.0052
Si  -0.086  0.0247  -0.0744
Si  0.1404  -0.0159  -0.0592
Si  -0.0476  0.0273  0.2007
Si  -0.0248  0.0688  -0.1102
Si  0.0001  0.0091  0.0041
Si  0.0043  0.0091  0.0017
Si  0.0072  0.0122  0.0143
Si  -0.0074  -0.0055  0.0034
Si  -0.0041  -0.0119  0.0031
Si  -0.0062  -0.0086  0.0019
Si  -0.0011  0.0083  0
Si  0.0007  0.0099  0.0063
Si  -0.0056  0.0108  -0.0032
Si  0.004  -0.0154  0.0045
Si  -0.0009  -0.0058  0.004
Si  0.006  -0.0087  0.0059
Si  0.0079  0.0067  -0.0107
Si  -0.0021  0.0076  -0.0141
Si  0.0006  0.0168  -0.0154
Si  -0.0034  -0.0187  -0.0116
Si  -0.0085  -0.0138  -0.0119
Si  0.0091  -0.0096  -0.0123
Si  -0.005  0.0117  -0.0106
Si  0.0266  0.0212  -0.0044
Si  -0.0028  0.0127  -0.0131
Si  0.0015  -0.015  -0.013
Si  -0.0128  -0.0212  -0.02
Si  -0.0133  -0.0123  -0.0112
Si  0.006  -0.006  0.0125
Si  -0.0162  -0.0128  0.0058
Si  -0.002  -0.0018  -0.0213
Si  0.0009  0.0108  0.0191
Si  0.0181  0.0083  0.0266
Si  0.0137  0.0106  0.0065
Si  0.0076  0.0011  0.0175
Si  0.0242  -0.0032  0.0295
Si  0.0117  -0.0082  0.0034
Si  -0.0074  0.0046  -0.0035
Si  -0.0401  0.012  0.0085
Si  -0.0113  0.0119  0.0047
O  0.0104  -0.0024  -0.0217
O  0.0042  -0.0127  0.0061
O  -0.013  -0.0216  -0.0019
O  0.007  0.0155  0.0043
O  -0.0055  0.009  0.0261
O  0.0154  -0.0108  -0.0019
O  0.0239  0.024  -0.0079
O  -0.0013  -0.0195  0
O  -0.0115  0.0102  0.002
O  -0.007  0.0037  -0.0009
O  -0.013  0.0186  -0.0009
O  -0.0088  -0.0196  -0.0168
O  -0.0049  -0.0367  0.0031
O  -0.019  -0.0018  -0.0171
O  0.0158  -0.0043  -0.0111
O  0.0134  0.0062  -0.0021
O  -0.0184  -0.0234  0.0037
O  0.0003  0.0112  -0.0073
O  -0.0001  0.038  0.0062
O  0.0178  -0.0207  0.0024
O  0.0182  0.0532  0.0162
O  -0.0097  0.0244  0.0287
O  -0.0031  -0.0023  -0.0018
O  -0.0179  -0.0171  0.0081
Si  -0.0078  -0.009  0.0073
Si  0.0026  0.0075  -0.0068
Si  0.0072  0  0.0348
Si  0.0007  -0.0021  -0.0031
Si  0.0043  0.0219  -0.0109
Si  -0.0145  0.0144  -0.0028
Si  -0.0014  0.0162  0.0118
Si  -0.0052  -0.0025  -0.0265
Si  0.0077  0.0117  -0.0094
Si  -0.0063  -0.0334  0.005
Si  -0.0165  -0.0025  0.0271
Si  0.0098  -0.0101  0.0092
Si  0.0089  -0.0044  -0.0027
Si  0.0068  0.0044  0.0044
Si  0.0038  0.0059  0.0306
Si  0.0107  -0.0033  -0.0143
Si  -0.002  -0.0418  0.0081
Si  0.0053  -0.0009  0.0211
Si  -0.0062  0.007  -0.0055
Si  0.0096  -0.0028  0.0123
Si  -0.0155  0.0049  0.0051
Si  0.0034  0.0056  -0.0001
Si  0.0029  0.0145  -0.0022
Si  -0.0068  0.0012  -0.014
Si  0.0041  0.0017  -0.0069
Si  -0.0078  0.0019  0.0088
Si  0.0203  -0.0745  -0.0386
Si  0.0016  0.0007  0.0073
Si  0.0081  -0.0075  0.0035
Si  0.0103  -0.0077  -0.0065
Si  0.003  -0.0061  0.0257
Si  0.0036  0.0102  -0.0026
Si  -0.0024  0.0005  0.0024
Si  0.0056  -0.0004  -0.014
Si  -0.0145  0.0426  0.0131
Si  0.0076  -0.0154  -0.0147
Si  -0.0214  -0.0065  -0.0039
Si  -0.0059  0.0082  -0.0117
O  -0.0018  0.0003  -0.0049
O  -0.0076  -0.005  -0.0092
O  0.0013  -0.0006  -0.0052
O  -0.002  0.0044  0.0163
O  -0.0019  0.0033  0.0096
O  0.0001  0.0101  0.0109
O  -0.0256  -0.0069  -0.0492
O  0.0018  -0.0029  -0.0002
O  0.0011  -0.0133  -0.0134
O  0.0025  -0.0011  -0.0018
O  -0.0015  0.0065  -0.0022
O  -0.001  0.0023  0.0052
O  -0.0007  0.0086  -0.0048
O  0.0005  -0.0024  0.0069
O  0.001  0.0077  -0.0078
O  0.0177  -0.0149  -0.0095
O  -0.0097  0.0123  -0.0092
O  0.0042  0.0038  0.0008
O  0.004  -0.0041  -0.0125
O  -0.004  0.004  -0.0088
O  -0.009  -0.003  -0.0186
O  -0.0008  0.0033  0.0106
O  -0.0019  -0.0073  0.0034
O  -0.0045  -0.0049  0.018
O  -0.0041  0.0007  -0.0041
O  -0.0049  -0.0051  -0.0067
O  0.0085  -0.0087  -0.0089
O  -0.0022  -0.0039  0.0081
O  0.0382  0.0045  -0.0112
O  0.0043  0.0008  -0.0166
O  -0.0125  0.0117  -0.0018
O  -0.0018  0.0019  -0.0071
O  -0.0039  -0.0059  0.0243
O  0.0117  -0.0117  0.0021
O  -0.0106  0.0021  -0.0269
O  -0.003  -0.0031  0.0099
O  0.0014  0.0027  0.0026
O  0.0234  -0.0061  0.0085
O  -0.0043  0.0072  -0.0127
O  0.0002  -0.0015  -0.0065
O  0.0019  0.0011  0.0083
O  -0.0259  0.0641  0.0627
O  -0.0045  0.0096  -0.0096
O  0.0039  -0.0013  0.0053
O  -0.0043  0.0011  0.0022
O  -0.0034  -0.0015  0.0051
O  -0.0227  -0.0107  0.0069
O  -0.0014  0.0083  -0.0159
O  -0.01  0.0017  0.0063
O  -0.0043  -0.0027  -0.017
O  -0.0022  -0.0017  0.008
O  -0.0001  0.0009  0.0141
O  -0.0093  0.0022  -0.004
O  0.0055  0.0031  -0.0067
O  0.0026  -0.0007  -0.0209
O  -0.0015  -0.0091  -0.0042
O  0.0011  -0.0003  -0.0033
O  -0.0018  -0.0076  -0.0169
O  0.0009  -0.0018  0.0006
O  0.0004  -0.0359  -0.0009
O  0.0079  -0.0024  -0.0075
O  0.0083  0.0088  -0.0049
O  -0.0085  0.0015  -0.0105
O  0.0118  -0.002  -0.034

The program warned: the cutoff lies below the one the program advises for these potential files; the forces do not sum to zero within the program's tolerance; the exchange-correlation potential is rough where the density is thin.
